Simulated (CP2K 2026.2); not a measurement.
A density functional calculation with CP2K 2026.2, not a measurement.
Periodic cell of 511 atoms, Si360O151, from a study of silicon, its oxide and their interface. The atomic structure is a simulated model.
Doubt: the forces sum to 1.56 eV/angstrom along one axis rather than to zero, so they err by at least 0.0030 eV/angstrom per atom on average; the grid cutoff is modest.

Settings: functional PBE; method Gaussian and plane waves; basis set DZVP-MOLOPT-SR-GTH; pseudopotentials GTH-PBE; grid cutoff 300 Ry, relative cutoff 40 Ry; k points Gamma only; occupations fixed; spin none; net charge 0.

Cell vectors (angstrom)
a	16.32	0	0
b	0	16.32	0
c	-4.5419	8.1116	34.3829

Atoms and the computed forces on them: element, x, y, z (angstrom), force x, y, z (eV/angstrom)
Si	-0.647	-1.806	1.41	0.098	-0.027	-0.011
Si	1.969	1.264	1.748	0.274	-0.296	0.417
Si	-1.901	4.63	1.425	-0.033	0.003	-0.024
Si	0.888	7.31	1.379	-0.245	0.168	0.515
Si	-0.93	-7.236	1.414	0.068	-0.007	-0.019
Si	1.053	-3.645	1.393	-0.252	0.211	0.492
Si	3.538	-0.617	1.573	-0.032	0.128	0.666
Si	7.193	1	1.616	0.016	0.027	-0.037
Si	3.41	4.569	-5.009	0.023	-0.035	-0.081
Si	-9.579	7.538	0.802	0.288	0.169	0.648
Si	4.247	9.436	1.355	-0.12	0.069	0.731
Si	-9.066	-4.445	1.517	0.315	-0.225	0.504
Si	-7.44	-0.757	1.532	0.013	0.07	0.021
Si	-4.549	1.857	1.478	0.026	0.025	-0.002
Si	-6.312	3.548	1.508	0.196	-0.187	0.521
Si	-3.604	6.357	1.609	0.021	-0.032	0.003
Si	-7.315	-6.18	1.3	-0.003	0.002	-0.005
Si	-3.65	-4.336	1.105	0.113	-0.024	-0.052
Si	0.174	0.024	2.762	-0.013	0.11	-0.011
Si	3.01	2.943	3.093	0.028	0.09	-0.045
Si	-0.089	5.555	2.671	0.044	-0.056	-0.079
Si	2.679	8.202	2.656	0.046	-0.004	-0.034
Si	0.052	-5.44	2.652	-0.026	0.017	0.003
Si	2.696	-2.553	2.709	0.004	-0.006	-0.083
Si	5.427	0.055	2.851	-0.146	-0.02	-0.02
Si	-8.062	2.658	2.855	0.059	0.026	-0.027
Si	4.753	4.685	2.965	-0.023	-0.004	0.004
Si	-8.237	8.314	2.607	-0.023	-0.01	-0.05
Si	5.481	-5.423	2.731	-0.033	0.008	-0.023
Si	-8.174	-2.645	2.77	-0.005	-0.065	-0.002
Si	-5.531	0.08	2.694	-0.007	-0.011	-0.059
Si	-2.811	2.85	2.735	-0.014	-0.015	-0.017
Si	-5.397	5.356	2.742	-0.009	0.02	-0.024
Si	-2.587	8.102	2.823	-0.016	-0.003	0.017
Si	-5.397	-5.333	2.45	0.004	-0.079	0.062
Si	-2.512	-2.801	2.567	-0.007	0.053	0.017
Si	-1.376	1.382	3.95	-0.006	-0.009	-0.006
Si	1.273	4.151	4.087	0.009	0.045	0.032
Si	-1.303	6.808	4.25	-0.001	0.009	-0.017
Si	1.432	9.592	4.081	-0.046	0.014	-0.015
Si	-1.343	-4.158	4.07	0.056	0.029	0.034
Si	1.371	-1.352	4.227	-0.002	0.043	0.022
Si	4.17	1.372	4.355	0.01	-0.068	0.002
Si	6.735	3.985	4.092	-0.054	-0.009	-0.027
Si	3.947	6.692	4.007	0.044	-0.007	-0.053
Si	6.753	-6.818	4.122	0.016	0.001	-0.004
Si	4.094	-3.993	4.005	-0.025	-0.023	-0.014
Si	-9.607	-1.413	4.168	0.034	0.048	-0.008
Si	-6.765	1.331	4.267	0.043	-0.013	-0.058
Si	-4.1	4.094	4.245	0.017	-0.026	-0.056
Si	-6.861	6.826	3.898	-0.008	-0.015	0.004
Si	-4.127	-6.787	3.911	-0.001	0.034	0
Si	-6.684	-4.009	3.994	-0.007	-0.009	-0.02
Si	-4.026	-1.385	3.854	-0.03	-0.05	0.002
Si	-2.726	-0.007	5.308	-0.022	0.011	0.011
Si	-0.057	2.72	5.395	0.028	-0.005	0.011
Si	-2.711	5.454	5.544	-0.017	-0.007	-0.009
Si	0.072	8.224	5.485	0.002	0.01	-0.027
Si	-2.766	-5.479	5.376	-0.012	-0.029	-0.002
Si	-0.017	-2.771	5.464	-0.022	0.014	0.002
Si	2.737	-0.016	5.571	0.013	-0.032	0.043
Si	5.542	2.699	5.65	-0.018	0.003	0.011
Si	2.615	5.479	5.499	-0.019	-0.011	0.03
Si	5.376	-8.247	5.378	-0.006	-0.01	0.007
Si	2.77	-5.375	5.417	0.024	0.025	0.015
Si	5.398	-2.748	5.514	-0.019	-0.017	0.018
Si	-8.191	-0.049	5.506	0.01	-0.004	-0.049
Si	-5.43	2.716	5.573	0.011	-0.004	0.026
Si	-8.216	5.471	5.329	-0.004	-0.003	0.029
Si	-5.474	8.159	5.308	-0.008	-0.004	0.009
Si	-8.115	-5.409	5.357	-0.022	-0.016	-0.029
Si	-5.349	-2.684	5.369	0.011	0.014	0.024
Si	-1.389	-1.356	6.749	-0.01	0.022	-0.014
Si	1.328	1.395	6.805	0.008	0.006	-0.011
Si	-1.358	4.058	6.841	0.009	-0.034	-0.008
Si	1.352	6.848	6.886	-0.011	0.022	0.016
Si	-1.382	9.532	6.78	-0.008	0.027	0.008
Si	1.374	-4.088	6.817	0.005	0.015	0.015
Si	4.083	-1.386	6.898	-0.029	0.015	0.02
Si	6.858	1.311	6.944	0.001	-0.044	0.012
Si	4.056	4.108	6.821	-0.005	0.018	-0.036
Si	6.773	6.788	6.766	0.012	-0.012	-0.002
Si	4.083	-6.815	6.754	-0.014	0	-0.005
Si	-9.488	-4.106	6.782	0.018	-0.004	0.002
Si	-6.76	-1.396	6.781	0.009	-0.006	0.009
Si	-4.037	1.312	6.806	0.006	-0.035	0.007
Si	-6.854	4.126	6.78	-0.023	0.002	-0.013
Si	-4.122	6.847	6.775	-0.016	0.039	0.01
Si	-6.793	-6.795	6.727	0.026	-0.01	-0.022
Si	-4.06	-4.079	6.757	-0.001	0.019	0.005
Si	-0.028	0.002	8.137	-0.011	-0.007	0.002
Si	2.701	2.739	8.174	0.001	-0.023	0.01
Si	-0.009	5.443	8.188	-0.012	0.001	0.001
Si	2.739	-8.124	8.19	-0.009	-0.001	0.002
Si	-0.014	-5.44	8.154	0.002	0.002	0.003
Si	2.704	-2.74	8.211	0.016	0.002	0.008
Si	5.446	-0.027	8.24	0.006	-0.009	0.015
Si	8.193	2.744	8.211	-0.006	0.006	0.002
Si	5.428	5.452	8.172	0.014	0.022	0.003
Si	-8.165	-8.151	8.101	-0.012	0.011	0.002
Si	-10.856	-5.476	8.129	0.01	-0.015	-0.011
Si	-8.133	-2.744	8.148	-0.003	0.009	0.006
Si	-5.422	-0.026	8.158	-0.007	0.017	0.008
Si	-2.708	2.688	8.181	0.003	0.003	0.011
Si	-5.471	5.47	8.135	-0.003	-0.008	-0.001
Si	-2.738	8.175	8.145	-0.003	-0.007	0.013
Si	-5.436	-5.441	8.113	0.002	0.004	-0.001
Si	-2.723	-2.717	8.139	0.002	-0.001	-0.004
Si	-1.357	1.378	14.959	0.017	-0.001	-0.006
Si	1.346	4.096	14.97	0.007	-0.015	-0.003
Si	-1.367	6.808	14.977	-0.003	0.014	0.003
Si	1.364	-6.807	14.996	-0.009	0.015	0.004
Si	-1.342	-4.096	14.954	0.008	-0.003	-0.001
Si	1.358	-1.376	14.94	0.008	0.007	-0.008
Si	4.099	1.344	14.952	-0.004	0.005	-0.013
Si	6.817	4.08	14.95	-0.005	0.008	-0.007
Si	4.066	-9.499	14.988	-0.001	-0.009	-0.003
Si	-9.525	-6.814	14.96	-0.005	-0.001	0
Si	4.06	-4.093	14.934	0.003	0.002	0.005
Si	6.775	-1.365	14.951	-0.002	-0.011	-0.001
Si	-6.8	1.39	14.932	-0.008	-0.004	-0.008
Si	-4.077	4.094	14.968	0.008	-0.01	0.002
Si	-6.792	6.786	14.949	-0.012	-0.006	0.005
Si	-4.082	9.491	14.979	0.008	0.002	0.002
Si	-6.803	-4.097	14.945	-0.001	0.004	-0.007
Si	-4.079	-1.362	14.949	-0.006	0.015	-0.002
Si	-2.719	0.01	16.297	-0.021	0.018	-0.015
Si	-0.015	2.744	16.333	-0.025	-0.003	-0.01
Si	-2.734	5.462	16.346	-0.003	0.014	0.007
Si	0.004	8.144	16.36	0.02	-0.031	0.004
Si	-2.696	-5.46	16.308	-0.021	-0.021	-0.006
Si	0.012	-2.733	16.317	0.004	0.016	-0.007
Si	2.727	-0.027	16.287	0.01	0.006	-0.015
Si	5.48	2.7	16.303	0.022	-0.033	0.004
Si	2.684	5.472	16.339	-0.026	0.035	0
Si	5.435	-8.142	16.352	0.002	0.008	0
Si	2.75	-5.45	16.346	0.008	0.008	-0.004
Si	5.391	-2.734	16.298	0.013	0.017	0.004
Si	-8.2	0.058	16.264	-0.023	0.023	0.004
Si	-5.434	2.725	16.321	-0.008	-0.014	0.014
Si	-8.14	5.431	16.315	0.001	0	-0.02
Si	-5.457	8.126	16.34	0.009	-0.035	-0.007
Si	-8.16	-5.459	16.308	0.002	-0.008	-0.013
Si	-5.423	-2.754	16.29	0.021	0.003	0.003
Si	-1.416	-1.404	17.638	-0.046	-0.015	-0.011
Si	1.333	1.305	17.609	0.008	-0.012	-0.002
Si	-1.331	4.158	17.713	0.034	-0.007	-0.02
Si	1.336	6.797	17.788	0	-0.014	-0.032
Si	-1.356	-6.807	17.696	0.007	0	0.021
Si	1.435	-4.032	17.677	-0.011	0.029	-0.002
Si	4.1	-1.33	17.693	-0.017	-0.017	-0.02
Si	-9.505	1.379	17.752	0.017	0.018	-0.01
Si	4.1	4.085	17.578	0.016	0.027	0.007
Si	-9.456	6.842	17.652	0.004	-0.002	-0.023
Si	4.058	-6.828	17.767	0.028	-0.013	-0.004
Si	-9.617	-4.165	17.615	-0.018	-0.019	0.007
Si	-6.818	-1.325	17.512	0.002	0.003	-0.025
Si	-4.018	1.41	17.672	0.034	-0.028	-0.013
Si	-6.834	4.033	17.694	-0.022	0.013	-0.036
Si	-4.154	6.74	17.737	-0.013	0.007	-0.014
Si	-6.774	9.536	17.685	-0.001	0.035	-0.016
Si	-4.055	-4.122	17.67	-0.019	0.013	-0.028
Si	-0.071	-0.044	18.952	0.015	0.024	0.032
Si	2.729	2.693	18.858	-0.022	-0.019	0.06
Si	-0.029	5.47	19.208	-0.038	0.012	0.018
Si	2.709	8.127	19.175	-0.012	0.009	-0.012
Si	0.083	-5.414	18.975	0.019	-0.052	0.025
Si	2.773	-2.658	19.094	-0.008	-0.005	0.015
Si	5.432	0.021	19.104	-0.024	-0.023	-0.013
Si	-8.126	2.712	19.161	-0.034	-0.027	-0.012
Si	5.492	5.44	18.9	0.019	-0.008	0.004
Si	-8.123	8.209	19.061	-0.05	-0.024	0.019
Si	5.426	-5.494	19.145	0.037	0.046	-0.001
Si	-8.258	-2.679	18.744	-0.029	0.071	0.009
Si	-5.432	-0.018	18.872	-0.069	-0.001	0.036
Si	-2.683	2.834	19.07	-0.056	-0.049	0.075
Si	-5.527	5.328	19.12	0.067	0.061	0.074
Si	-2.784	-8.171	19.02	0.026	0.01	0.025
Si	-5.382	-5.468	19.063	0.013	-0.051	-0.001
Si	-2.744	-2.762	19.054	0.034	0.012	-0.018
Si	-1.311	1.397	20.336	-0.005	-0.033	-0.02
Si	1.437	3.965	20.327	0.073	-0.013	0.003
Si	-1.52	6.845	20.517	-0.016	-0.038	0.037
Si	1.331	-6.761	20.48	0.021	0.017	0.044
Si	-1.292	-4.095	20.344	-0.015	0.011	0.034
Si	1.29	-1.312	20.377	-0.012	-0.086	0.029
Si	4.029	1.449	20.37	0.011	0.026	0.042
Si	-9.543	4.164	20.399	0.026	0.06	0.074
Si	4.168	6.685	20.374	0.019	0.032	0.009
Si	-9.508	9.446	20.542	-0.009	-0.001	0.026
Si	4.121	-4.037	20.493	-0.003	0.017	0.028
Si	6.861	-1.406	20.309	-0.038	-0.051	0.058
Si	-6.661	1.286	20.387	0.07	0.095	0.029
Si	-4.126	4.026	20.567	0.001	-0.061	-0.007
Si	-8.655	5.991	21.664	-0.245	0.077	-0.606
Si	-4.053	-6.834	20.523	-0.021	0.041	0.057
Si	-6.882	-3.979	20.042	0.002	-0.016	-0.008
Si	-4.192	-1.402	20.315	-0.027	-0.032	0.05
Si	-3.083	0.33	21.412	-0.252	0.265	-0.57
Si	3.555	2.074	25.543	-0.073	-0.035	-0.03
Si	-3.381	5.922	21.787	-0.034	0.171	-0.541
Si	-0.564	8.718	21.616	-0.063	-0.008	-0.025
Si	-2.189	-5.832	21.631	0.025	-0.265	-0.557
Si	0.222	-2.931	21.74	-0.17	0.215	-0.733
Si	2.178	0.536	21.505	0.07	-0.025	0.028
Si	5.058	3.143	21.647	-0.02	-0.004	0.024
Si	4.803	6.847	24.576	0.059	0.129	-0.264
Si	5.836	7.611	21.76	0.198	-0.078	-0.528
Si	2.493	-5.142	21.784	0.151	-0.208	-0.718
Si	5.839	-2.967	21.748	-0.225	0.16	-0.677
Si	-7.645	-0.515	21.475	0.004	0.049	0.047
Si	-4.812	1.999	21.72	0.089	0.001	-0.67
Si	-6.817	6.821	20.444	0.047	-0.025	0.007
Si	-5.043	-8.616	21.761	0.167	-0.184	-0.668
Si	-8.237	-5.142	21.515	-0.042	-0.217	-0.649
Si	-6.091	-2.308	21.469	0.068	0.24	-0.474
Si	1.541	-4.781	-5.862	-0.039	-0.011	-0.054
Si	3.835	-0.758	25.872	0.007	0.053	-0.009
Si	0.187	3.337	23.723	0.155	-0.441	-0.494
Si	-9.91	3.915	-5.406	0.076	-0.046	-0.007
Si	-1.803	-5.15	26.659	0.032	-0.064	-0.027
Si	2.013	-2.924	26.202	0.072	0.022	-0.039
Si	-0.227	-1.536	24.533	0.102	0.008	-0.137
Si	-10.237	2.419	23.673	-0.238	0.151	-0.633
Si	4.352	7.181	27.479	-0.106	-0.062	-0.016
Si	-5.246	4.392	-5.619	0.063	0.05	-0.094
Si	0.001	7.716	23.603	-0.083	0.241	-0.614
Si	-10.106	-2.131	24.613	-0.156	0.084	-0.141
Si	-8.19	-0.035	23.667	0.191	0.005	-0.674
Si	-3.284	-4.3	24.075	0.064	0.014	-0.106
Si	-3.652	-7.644	27.1	-0.02	0.06	0.037
Si	-6.258	-4.452	23.613	-0.053	0.189	-0.223
Si	-7.449	-5.828	25.849	0.047	0.038	-0.108
Si	5.397	-4.697	-5.57	0.003	-0.061	-0.027
Si	-9	5.034	24.481	0.017	0.111	-0.14
Si	-7.249	-7.613	-0.608	-0.057	0.461	0.452
Si	-1.706	3.982	-0.847	-0.039	0.303	0.76
Si	-1.84	5.379	24.179	-0.103	-0.121	-0.043
Si	-0.468	1.606	-4.887	-0.066	0.007	0.02
Si	5.203	4.946	0.752	-0.126	-0.204	0.514
Si	-1.017	3.512	26.374	0.02	-0.074	-0.197
Si	-5.615	2.73	27.018	0.005	-0.019	-0.041
Si	-5.592	8.081	24.911	0.007	-0.027	-0.077
Si	-2.745	-2.195	-4.999	-0.157	-0.023	-0.031
Si	-2.571	-6.268	-0.028	0.295	0.269	0.585
Si	-4.452	7.513	-0.214	0.25	-0.331	0.482
Si	-3.033	-1.18	24.087	-0.061	0.1	-0.049
Si	-4.097	-2.93	-0.717	0.021	-0.396	0.532
Si	-6.095	-5.818	-5.188	-0.033	0.074	-0.031
Si	-0.502	-0.98	-3.425	0.049	0.041	-0.071
Si	-2.671	6.539	-2.441	0.059	-0.082	0.08
Si	4.258	-0.187	-4.044	-0.065	0.075	0.041
Si	-9.405	-2.81	-1.092	0.049	-0.045	0.132
Si	3.074	7.21	-3.602	0.009	0.036	0.091
Si	-7.436	3.411	-1.435	0.039	-0.07	0.17
Si	-3.206	-6.902	-5.627	0.064	-0.102	0.144
Si	-4.864	-3.613	-3.584	0.01	0.17	-0.083
Si	-7.748	-7.866	-3.584	-0.006	0.06	0.121
Si	2.572	5.799	-0.775	-0.112	0.02	0.06
Si	-6.859	-1.374	-0.615	-0.286	0.209	0.575
Si	-5.331	-0.881	-4.63	-0.014	-0.106	0.118
Si	0.763	-6.619	25.964	-0.068	0.032	-0.034
Si	-3.204	6.349	-5.559	0.016	0.101	0.002
Si	-10.244	-4.934	25.952	-0.053	0.104	0.026
Si	1.216	2.894	-0.895	-0.038	0.068	0.076
Si	-6.689	5.479	26.342	-0.084	0.018	0.003
Si	1.894	-1.633	-5.334	-0.138	0.027	0.085
Si	-3.438	1.47	-0.567	-0.369	0.147	0.654
Si	-5.865	0.94	-2.335	-0.039	0.046	0.197
Si	2.315	2.22	-3.585	0.041	-0.015	0.081
Si	4.95	-4.38	-2.758	-0.063	-0.077	0.05
Si	0.498	2.234	21.64	-0.057	0.043	-0.023
Si	1.359	-6.566	-3.359	0.013	0.031	0.083
Si	3.277	4.836	21.529	0.053	-0.056	-0.027
Si	2.257	5.545	23.453	0.221	-0.216	-0.553
Si	-9.851	0.839	-5.78	0.035	0.065	-0.093
Si	3.592	4.079	27.735	0.07	-0.026	0.089
Si	2.079	0.271	23.766	0.02	0.033	-0.581
Si	3.247	-5.223	24.77	-0.094	0.13	-0.137
Si	-2.471	3.615	-5.719	-0.023	0.14	0.053
Si	-7.577	5.297	-3.794	-0.039	-0.002	-0.006
Si	-1.718	-6.912	-2.851	-0.114	-0.064	0.027
Si	4.932	-0.48	-1.11	0.016	0.076	0.135
Si	-1.561	-1.031	-0.591	0.278	-0.13	0.587
Si	-5.33	0.886	24.599	0.03	0.029	-0.299
Si	2.699	-5.114	-0.883	-0.039	0.079	0.098
Si	-10.798	-7.087	-3.859	-0.038	0.176	-0.108
Si	6.328	2.118	-0.268	0.298	-0.297	0.638
Si	-1.354	1.345	9.545	-0.004	0.01	-0.005
Si	1.357	4.095	9.547	0.017	0.018	0.008
Si	-1.386	6.804	9.516	-0.012	-0.017	0.002
Si	1.346	-6.791	9.528	-0.01	-0.02	0.004
Si	-1.362	-4.067	9.509	0.009	0.026	0.005
Si	1.334	-1.351	9.521	0.002	-0.011	-0.002
Si	4.064	1.368	9.536	-0.001	-0.013	0.002
Si	6.788	4.086	9.534	-0.017	-0.023	0
Si	4.088	6.819	9.54	0.014	0.02	0.013
Si	-9.51	-6.817	9.509	0.005	0.001	0.005
Si	4.097	-4.116	9.51	-0.016	0	-0.014
Si	-9.491	-1.394	9.54	0.005	0.022	0.001
Si	-6.761	1.36	9.527	0.014	0.012	0.004
Si	-4.095	4.084	9.485	-0.001	-0.017	-0.006
Si	-6.82	6.821	9.5	0.003	0.007	-0.002
Si	-4.085	-6.783	9.505	0.011	0.019	0.011
Si	-6.787	-4.104	9.51	-0.011	-0.019	0.008
Si	-4.079	-1.381	9.528	-0.011	-0.023	0.003
Si	-2.723	-0.012	10.89	0	-0.005	0.012
Si	0.001	2.721	10.896	0.01	-0.015	0.01
Si	-2.738	5.435	10.864	0	0.014	-0.004
Si	-0.011	-8.165	10.878	0.004	0.004	-0.002
Si	-2.72	-5.433	10.872	0.003	0.002	-0.001
Si	-0.012	-2.717	10.882	-0.006	-0.005	0.003
Si	2.702	0.003	10.882	-0.014	0.009	0.001
Si	5.429	2.726	10.894	-0.006	0.01	0.008
Si	2.721	5.456	10.899	0.002	-0.012	-0.003
Si	-10.869	-8.157	10.893	0.002	-0.014	0.01
Si	2.723	-5.448	10.88	-0.002	0.006	0
Si	-10.872	-2.75	10.877	0.029	-0.015	-0.001
Si	-8.143	-0.001	10.874	-0.007	-0.007	-0.002
Si	-5.42	2.726	10.88	-0.004	-0.012	0.003
Si	-8.168	5.458	10.873	-0.003	0.008	0.003
Si	-5.445	-8.153	10.862	-0.007	0.003	0.006
Si	-8.152	-5.455	10.872	0.003	0.013	0.007
Si	-5.438	-2.743	10.885	-0.002	0.014	0.002
Si	-1.36	-1.36	12.252	0	-0.01	-0.002
Si	1.366	1.369	12.258	0.007	-0.008	0.004
Si	-1.374	4.085	12.236	-0.008	0	-0.003
Si	1.35	-9.512	12.255	-0.009	0.005	-0.003
Si	-1.363	-6.8	12.236	-0.002	0.002	-0.001
Si	1.351	-4.092	12.225	0.018	0.017	-0.01
Si	4.071	-1.378	12.215	-0.001	0.003	-0.006
Si	6.805	1.357	12.23	0.01	-0.016	0.002
Si	4.077	4.09	12.26	0.001	0.008	0.006
Si	-9.526	-9.526	12.254	-0.003	0.011	0.001
Si	-12.24	-6.801	12.246	-0.006	-0.001	-0.003
Si	-9.51	-4.094	12.24	-0.011	-0.005	-0.002
Si	-6.798	-1.368	12.237	0	0.008	-0.005
Si	-4.076	1.36	12.246	0.002	0.018	0.004
Si	-6.791	4.097	12.214	-0.002	-0.009	-0.007
Si	-4.082	6.805	12.225	0.001	-0.024	-0.003
Si	-6.802	-6.814	12.241	-0.001	0.005	0.003
Si	-4.076	-4.093	12.253	0.003	-0.001	0.009
Si	0.002	0.01	13.606	0.017	0.018	-0.001
Si	2.724	2.729	13.624	0.001	0.008	-0.005
Si	-0.019	5.444	13.605	-0.004	-0.013	0.002
Si	2.717	-8.151	13.613	0.017	0.011	0.005
Si	0.012	-5.459	13.602	0.002	0.002	-0.008
Si	2.705	-2.736	13.575	-0.035	-0.031	-0.006
Si	5.432	-0.017	13.569	-0.009	-0.009	0.002
Si	8.169	2.741	13.566	0.011	0.021	0.002
Si	5.428	5.448	13.627	-0.002	-0.018	0
Si	-8.163	-8.174	13.604	-0.014	-0.024	-0.001
Si	-10.872	-5.445	13.599	0.024	0.029	-0.002
Si	-8.162	-2.721	13.601	0.007	0.013	-0.015
Si	-5.446	-0.003	13.595	-0.012	-0.023	-0.006
Si	-2.725	2.726	13.605	-0.005	-0.026	0.002
Si	-5.429	5.443	13.587	0.001	0.029	-0.001
Si	-2.721	8.158	13.596	0.003	0.006	-0.006
Si	-5.437	-5.466	13.607	-0.013	-0.008	0.003
Si	-2.71	-2.727	13.606	0.006	0.02	0.007
O	5.317	1.095	-1.031	-0.457	0.395	-0.107
O	-6.292	4.58	-4.437	0.005	-0.285	0.447
O	-7.152	-7.261	-2.193	0.366	0.639	-0.194
O	-6.997	-4.498	25.035	-0.359	0.293	0.23
O	1.059	1.885	-4.511	0.073	-0.04	-0.115
O	-10.878	-2.272	23.179	-0.335	0.356	0.17
O	-4.384	0.823	-1.706	0.201	-0.279	-0.417
O	-3.258	5.533	23.408	-0.557	-0.244	0.212
O	-2.299	-5.182	23.145	0.222	0.031	0.21
O	-0.376	-2.381	23.151	-0.338	-0.103	0.167
O	0.175	3.873	27.42	0.347	0.201	-0.138
O	-5.351	-1.934	-0.481	0.049	0.244	0.451
O	4.758	7.647	25.977	-0.046	0.666	-0.096
O	1.361	-4.024	22.169	-0.141	0.108	0.53
O	3.133	-5.632	23.207	0.17	-0.338	0.067
O	-6.901	0.498	24.499	-0.035	0.193	0.255
O	-8.698	-1.375	24.42	0.388	-0.376	0.272
O	-8.225	5.729	23.239	0.437	0.254	0.056
O	-5.449	8.052	23.308	0.047	-0.028	0.105
O	-9.367	-4.119	22.14	0.016	-0.055	0.227
O	1.492	6.795	-0.073	-0.325	0.028	-0.485
O	-0.334	3.206	-1.221	0.029	-0.275	-0.234
O	-4.372	-3.778	-2.064	0.126	-0.439	-0.05
O	-8.519	0.074	-6.271	0.141	0.063	0.358
O	-9.812	-3.581	25.207	0.452	-0.008	0.028
O	-1.048	0.473	-3.896	-0.389	0.155	0.318
O	-9.509	2.347	-5.271	0.268	-0.025	0.244
O	-4.759	-6.488	-5.8	-0.119	-0.151	-0.224
O	-5.78	0.462	-3.867	0.005	0.282	-0.261
O	-7.09	-7.006	-4.774	0.118	-0.386	-0.229
O	-3.137	6.306	-3.949	0.009	0.07	0.067
O	-6.822	-4.798	-6.219	0.451	-0.074	-0.339
O	4.97	4.248	-4.776	0.141	-0.301	0.526
O	-2.919	2.924	-1.095	-0.585	-0.005	-0.414
O	-2.538	-0.29	22.83	0.2	-0.097	0.196
O	-0.246	-6.528	-3.359	-0.09	0.264	-0.407
O	-6.837	3.887	-0.012	0.177	0.437	-0.088
O	-9.646	-3.892	0.083	-0.084	0.036	-0.041
O	5.251	7.785	23.316	0.046	0.193	0.171
O	3.508	-6.072	0.145	-0.009	0.073	-0.107
O	3.957	5.695	0.042	0.034	0.428	-0.05
O	1.656	-4.174	-0.061	-0.217	-0.085	-0.562
O	2.84	-3.669	25.015	0.282	0.214	-0.232
O	-5.726	-4.925	-3.895	-0.292	-0.099	0.372
O	1.91	-5.57	-4.505	0.414	-0.002	0.09
O	1.769	-3.947	27.407	-0.286	-0.372	-0.12
O	2.247	-6.099	25.656	0.039	-0.08	0.565
O	1.909	-6.073	-1.919	-0.474	-0.285	0.017
O	0.457	-7.676	24.816	-0.047	0.182	0.169
O	-1.881	5.262	-1.838	0.414	0.229	-0.217
O	-1.216	6.856	24.227	-0.198	0.429	0.143
O	-3.96	3.559	-5.062	-0.092	-0.585	0.623
O	-9.371	-4.219	-5.562	0.123	0.14	0.294
O	-3.131	7.281	27.729	0.137	-0.309	-0.33
O	3.722	-4.159	-1.722	-0.039	0.62	-0.034
O	1.452	4.301	24.125	0.08	0.122	0.302
O	-0.989	4.374	23.226	0.014	0.119	-0.834
O	-4.024	6.803	-1.603	-0.544	-0.286	-0.288
O	-6.879	-0.051	-1.551	-0.282	0.199	-0.195
O	-4.741	-4.963	23.832	-0.01	-0.702	0.079
O	-4.93	-7.149	27.974	-0.581	-0.178	-0.28
O	-10.496	5.599	24.632	-0.231	-0.249	0.246
O	-6.177	-2.956	22.996	-0.087	0.273	0.377
O	-8.701	7.971	-0.494	-0.333	-0.224	-0.44
O	-1.527	-2.105	-3.958	-0.009	-0.482	0.35
O	3.788	0.75	26.463	0.035	-0.019	0.691
O	0.96	-1.266	-4.05	0.338	0.045	0.369
O	-0.006	-5.035	-6.212	-0.136	0.228	0.182
O	-6.734	-7.165	25.312	-0.095	-0.204	-0.144
O	-7.104	-5.477	22.663	0.314	-0.408	0.064
O	4.448	8.054	-3.669	0.298	-0.323	0.043
O	2.656	3.771	-3.827	-0.034	0.391	0.289
O	-2.165	0.471	-0.358	0.456	0.083	0.094
O	3.096	3.357	26.375	-0.282	0.157	-0.183
O	-1.792	4.786	25.691	-0.08	0.297	0.207
O	-5.021	1.906	23.361	0.276	0.162	0.421
O	-5.941	4.063	26.166	0.273	-0.04	-0.55
O	-1.724	7.854	-2.361	0.488	-0.048	0.105
O	-9.055	-6.012	25.758	-0.074	-0.391	-0.073
O	0.571	-0.165	24.199	-0.278	0.201	0.137
O	5.326	-5.961	-2.7	0.167	-0.285	0.683
O	-0.368	-5.463	25.967	0.237	0.158	-0.44
O	3.139	-0.773	24.403	-0.005	-0.469	-0.613
O	-10.076	-1.37	-0.766	0.319	0.312	0.452
O	1.963	4.31	-0.773	0.107	-0.051	0.085
O	1.193	6.724	23.116	0.266	0.075	-0.619
O	-0.378	2.68	25.123	-0.154	-0.701	0.197
O	3.8	-0.869	-0.03	-0.305	-0.372	-0.27
O	4.355	-0.823	-2.565	-0.409	-0.301	-0.072
O	-2.777	-4.42	25.599	-0.068	0.454	0.217
O	3.55	1.27	-3.982	0.188	0.228	-0.063
O	-9.091	3.46	24.154	0.512	-0.248	0.089
O	2.927	6.376	-2.228	0.03	-0.149	0.187
O	-2.101	-5.974	-1.577	0.184	0.375	-0.096
O	-4.672	5.857	-6.061	-0.25	0.256	-0.319
O	-3.858	-7.283	-0.15	-0.421	0.124	-0.247
O	-5.705	-2.221	-3.765	-0.347	-0.108	0.244
O	-2.759	-6.707	-4.075	-0.243	0.221	0.12
O	-2.153	5.19	-6.047	0.455	0.118	-0.368
O	0.6	-2.371	25.643	-0.302	-0.194	0.633
O	1.902	2.008	-2.05	0.143	-0.577	0.253
O	0.822	-7.306	27.419	-0.439	-0.46	-0.019
O	-5.038	1.639	25.986	0.332	-0.127	0.19
O	-2.458	-6.557	27.112	0.158	-0.172	0.354
O	-2.782	-2.022	-0.997	0.144	-0.322	-0.446
O	5.353	-6.313	-5.295	-0.288	-0.445	-0.588
O	-10.097	-3.457	-2.386	-0.056	-0.032	-0.38
O	2.392	1.72	24.46	-0.297	0.246	0.191
O	-3.357	-2.723	23.686	-0.213	-0.005	-0.352
O	-3.613	-3.519	-4.628	0.142	-0.488	-0.213
O	1.322	1.983	0.423	-0.343	0.048	-0.109
O	-9.461	0.995	23.614	-0.17	-0.174	-0.105
O	-7.381	6.892	-3.752	0.076	0.211	-0.195
O	1.829	-3.209	-5.648	0.158	-0.027	-0.142
O	-8.8	2.563	-1.264	-0.053	0.017	-0.64
O	4.623	-4.016	-4.308	-0.035	0.527	-0.129
O	1.84	-8.072	-3.695	-0.314	-0.185	-0.023
O	-0.481	-1.017	-1.81	0.503	0.067	-0.046
O	-7.725	4.737	-2.29	-0.284	0.253	0.222
O	-7.038	-5.515	27.359	-0.007	-0.343	-0.145
O	5.32	-7.972	0.751	0.123	-0.285	-0.49
O	-6.07	7.642	-0.218	-0.06	-0.234	0.337
O	4.944	2.377	24.804	0.095	0.164	0.225
O	4.738	-5.516	25.287	0.048	-0.68	0.186
O	-6.07	-0.886	-6.047	-0.005	0.099	-0.316
O	-4.38	-0.443	24.612	-0.176	-0.312	0.236
O	-6.921	2.153	27.755	-0.282	0.116	0.037
O	-1.616	-4.161	27.922	-0.142	0.144	-0.051
O	3.824	5.65	27.482	-0.322	0.081	0.078
O	-2.944	7.862	-6.054	0.406	-0.071	-0.406
O	-9.834	5.941	0.621	0.456	-0.148	-0.009
O	-9.343	-7.733	-3.697	-0.035	-0.388	0.17
O	-10.553	-0.003	-4.593	0.412	-0.091	0.478
O	-7.819	-2.527	-1.264	0.251	-0.433	-0.521
O	-5.982	6.619	25.467	0.032	-0.059	0.054
O	-10.817	3.483	0.095	0.042	-0.266	-0.181
O	-1.73	-1.22	25.069	-0.046	0.042	0.595
O	-4.169	-7.838	25.581	0.128	0.116	-0.265
O	3.331	6.199	24.457	-0.159	0.147	0.581
O	-8.217	5.312	25.848	-0.343	-0.225	0.52
O	-3.729	-0.91	-4.865	0.398	0.673	-0.009
O	2.944	-1.733	26.798	-0.006	0.012	0.488
O	-1.364	2.945	-4.755	0.092	0.423	0.12
O	5.332	-1.29	25.674	-0.04	0.171	0.364
O	-8.858	4.871	-4.668	-0.149	0.336	-0.152
O	3.403	-1.185	-4.976	0.17	-0.133	-0.092
O	-10.478	-4.588	27.521	-0.382	-0.064	0.063
O	-6.683	5.864	27.902	0.407	0.029	-0.121
O	3.077	6.142	-4.824	-0.116	0.093	-0.523
O	-6.389	2.454	-2.212	-0.005	0.347	-0.241
O	-2.119	2.75	27.281	-0.15	-0.564	-0.051

Results
total energy: -104726.456 eV
total energy less fixed offsets of O -438.25, Si -107.07 eV per atom: -5.506 eV
